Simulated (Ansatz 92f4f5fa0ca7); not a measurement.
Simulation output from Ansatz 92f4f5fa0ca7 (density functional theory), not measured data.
Periodic cell of 223 atoms, Si132O90P1, from a study of silicon, its oxide and their interface. The atomic structure is a simulated model.
Doubt: the cutoff is far below the 930 eV that the study's wrapper takes by default for these files, so forces and energies are approximate.
This geometry differs little from another in the collection (a relaxation step or a small displacement).

Settings
functional: PBE
potential files: Ansatz PAW
basis: plane waves
wave-function cutoff: 580 eV
density cutoff ratio: 5
exchange-correlation grid ratio: 1
k mesh: 1 x 1 x 1, Gamma-centred
self-consistency stop: 5e-08 eV per atom in the density residual
occupations: fixed
spin: none
net charge: +1 e, with a uniform compensating background and no finite-size correction

Cell vectors (angstrom)
a	10.938	0	0
b	0	10.938	0
c	0	0	32.1988

Atoms: element, x, y, z (angstrom)
Si	10.5877	0.2248	24.8655
Si	5.7397	10.6801	24.7386
Si	2.4819	2.9179	24.6414
Si	8.428	2.4667	24.8228
Si	0.2777	5.1692	24.7541
Si	5.1558	5.7498	24.6885
Si	2.9359	8.0093	24.595
Si	7.9428	8.4375	24.7304
Si	1.3323	1.3821	26.035
Si	6.8484	1.3096	26.1188
Si	4.0472	4.1061	25.9896
Si	9.611	4.06	26.0844
Si	1.4014	6.828	26.0007
Si	6.7715	6.8526	26.0236
Si	4.1058	9.5347	25.9973
Si	9.466	9.5696	26.1495
Si	2.7307	-0.0083	27.3437
Si	8.1608	-0.0214	27.56
Si	0.0128	2.7151	27.4878
Si	5.443	2.743	27.3643
Si	2.7309	5.4657	27.4309
Si	8.1878	5.4706	27.3525
Si	-0.0041	8.1812	27.3726
Si	5.4436	8.1979	27.4482
Si	4.084	1.3629	28.7434
Si	9.5819	1.3513	28.8476
Si	1.3707	4.1048	28.8155
Si	6.8326	4.1001	28.7403
Si	4.1026	6.8154	28.8065
Si	9.5585	6.8218	28.749
Si	1.3699	9.5635	28.7356
Si	6.789	9.5413	28.8631
Si	0.0262	-0.028	30.1653
Si	5.4305	0.0095	30.1653
Si	2.7429	2.7233	30.1557
Si	8.1952	2.7454	30.1445
Si	-0.0178	5.467	30.1451
Si	5.4877	5.4525	30.1547
Si	2.7267	8.2069	30.1307
Si	8.2104	8.1741	30.1663
Si	1.3842	1.3508	31.535
Si	6.831	1.3734	31.503
Si	4.1212	4.0846	31.5224
Si	9.5683	4.096	31.5218
Si	1.3605	6.8414	31.4895
Si	6.8531	6.8097	31.543
Si	4.0816	9.5649	31.5267
Si	9.5859	9.5485	31.5256
Si	2.7461	-0.0093	0.7222
Si	8.2037	0.0021	0.6628
Si	0.0023	2.7257	0.6916
Si	5.489	2.7227	0.7024
Si	2.7421	5.4867	0.6535
Si	8.2219	5.4436	0.7198
Si	0.0208	8.1835	0.6947
Si	5.4747	8.2039	0.688
Si	4.1403	1.3527	2.0779
Si	9.5656	1.3467	2.0541
Si	1.3877	4.1228	2.0214
Si	6.8595	4.0688	2.0853
Si	4.1133	6.8258	2.0538
Si	9.5944	6.8265	2.0654
Si	1.3889	9.5382	2.0717
Si	6.8367	9.5942	2.0461
Si	-0.0021	-0.0375	3.395
Si	5.5046	0.0012	3.4885
Si	2.7795	2.7793	3.3688
Si	8.1984	2.6763	3.4707
Si	0.0364	5.4638	3.4313
Si	5.49	5.4589	3.4147
Si	2.7889	8.2053	3.4587
Si	8.21	8.2203	3.3769
Si	1.4015	1.3824	4.6426
Si	6.8543	1.3308	4.9351
Si	4.1721	4.0706	4.8064
Si	9.5906	4.0748	4.7632
Si	1.4263	6.8229	4.8068
Si	6.8385	6.8815	4.738
Si	4.1537	9.5697	4.8711
Si	9.5494	9.5509	4.7853
Si	2.7596	0.1104	6.0823
Si	8.2185	-0.0835	6.2921
Si	0.0197	2.6552	6.0544
Si	5.486	2.7199	6.3125
Si	2.8412	5.4881	6.167
Si	8.1841	5.4609	6.0515
Si	0.0318	8.1966	6.1261
Si	5.556	8.2116	6.2569
Si	3.8347	1.5858	7.6234
Si	9.8408	1.1244	7.4812
Si	1.66	3.7929	7.248
Si	6.6676	4.4037	7.5034
Si	4.4321	6.6154	7.5548
Si	9.3882	6.9629	7.3615
Si	1.1403	9.9166	7.2949
Si	7.1935	9.1974	7.7027
O	8.3505	8.0493	7.9989
O	2.7066	2.7571	7.982
O	9.5237	1.3511	24.2701
O	4.052	6.8651	24.1272
O	0.0405	0.0165	7.9844
O	5.54	5.4935	8.0612
O	6.8516	9.5702	24.1993
O	1.3718	4.061	24.1707
O	3.8517	7.3396	8.9583
O	0.8141	4.4156	8.5935
O	9.9213	6.1469	8.8131
O	2.0662	9.3087	8.512
O	7.5472	3.9338	8.822
O	4.2545	0.9378	9.0927
O	6.7337	9.5513	9.2398
O	9.2131	1.8437	8.8269
O	7.7143	3.1543	23.517
O	10.5007	5.8464	23.4466
O	5.0909	0.4347	23.4015
O	5.8643	5.0904	23.3604
O	3.1083	2.2095	23.2795
O	2.2986	8.7238	23.2292
O	8.6252	7.7563	23.3943
O	0.2311	10.3316	23.5942
Si	4.3922	1.5735	22.4715
Si	3.4618	7.934	14.0427
Si	7.0952	0.9737	14.6607
Si	0.9457	9.3572	22.5238
Si	1.1617	4.2786	11.8432
Si	6.2353	8.9765	15.33
Si	0.6849	1.3562	12.2545
Si	8.6272	4.957	20.5109
P	0.3649	5.689	9.313
Si	5.0921	3.1362	17.9477
Si	0.8871	3.7701	16.7336
Si	10.3954	2.8463	19.2206
Si	5.2686	1.1959	10.3709
Si	0.8865	0.182	19.8515
Si	6.6273	9.4639	10.8793
Si	9.3354	9.6891	18.3318
Si	9.3587	9.2385	12.5884
Si	6.5748	3.8464	22.585
Si	2.4594	8.041	9.4027
Si	10.5847	7.3796	17.0767
Si	2.51	6.3019	16.5924
Si	10.1413	4.5078	14.1711
Si	6.1333	9.1929	18.5247
Si	7.9769	2.5716	9.6064
Si	8.8868	2.1263	12.4699
Si	5.3385	6.2542	18.0668
Si	3.9187	0.5642	19.4716
Si	4.2473	3.8538	12.0543
Si	5.5026	6.6162	12.1458
Si	8.0086	2.5117	17.2236
Si	4.3436	2.506	14.9638
Si	1.5437	1.231	15.2243
Si	1.5369	9.3996	12.0539
Si	8.0075	6.858	13.8721
Si	10.3657	9.8492	15.4886
Si	9.813	7.0158	22.5524
Si	8.1132	5.4895	17.408
O	6.012	7.9678	11.2932
O	5.9982	9.2108	16.9053
O	7.6919	1.3305	13.1877
O	0.9761	1.7824	13.7957
O	9.4154	6.2785	16.859
O	6.7107	6.2148	13.1484
O	5.1116	4.674	18.6095
O	9.2227	2.1454	18.2714
O	2.3651	0.1011	19.0782
O	9.4101	10.2496	16.7694
O	2.7521	4.4459	11.6573
O	5.0633	10.33	19.1119
O	9.4391	3.2018	13.532
O	0.4614	1.7738	19.9445
O	3.1649	1.3591	15.0805
O	8.1718	5.3873	19.0194
O	3.8995	6.6259	17.3794
O	4.58	3.2909	16.3828
O	9.0006	5.6488	14.2942
O	5.456	2.7587	22.1365
O	10.7313	4.2358	15.6377
O	0.3173	3.8701	18.2553
O	10.4245	10.5208	19.2228
O	9.6018	10.0198	14.0366
O	10.911	8.1237	22.0885
O	1.1567	2.1873	16.4742
O	9.7306	3.7527	20.4058
O	8.1706	4.0353	16.6786
O	-0.0714	9.093	11.9203
O	6.5823	2.4476	18.0117
O	5.5639	10.7224	11.2002
O	7.7447	9.6032	18.8395
O	10.0361	1.0103	12.0628
O	1.3369	6.8497	9.059
O	0.5261	4.8238	13.2272
O	5.7124	7.6263	18.9831
O	5.1969	5.1008	11.5188
O	2.6831	6.9855	15.1171
O	0.8712	2.7397	11.3914
O	0.836	10.7162	15.4892
O	2.3376	8.504	10.9334
O	4.6726	2.4426	11.2885
O	4.164	3.5448	13.6795
O	2.2238	4.6873	16.5119
O	10.7124	8.268	15.6986
O	6.8672	10.3135	14.6754
O	2.3226	8.9686	13.4279
O	7.9999	1.529	15.9094
O	4.0807	7.0069	12.8486
O	4.1725	2.0152	18.7176
O	7.2919	4.4213	21.2569
O	8.4347	2.932	11.1252
O	1.1706	6.8654	17.3629
O	5.6558	1.6555	14.6689
O	8.1086	9.7554	11.6009
O	9.2105	6.2883	21.2351
O	8.9292	7.7017	12.8508
O	1.6409	0.0983	11.8189
O	6.6411	6.1378	17.0579
O	7.3748	7.8238	15.0368
O	1.2131	10.3053	21.2307
O	10.0249	8.2092	18.3533
O	3.9459	0.8606	21.0817
O	0.3195	5.3339	10.8075
O	6.6869	1.596	9.6687
O	4.7522	8.7023	14.6863

Results
free energy: -135858.401 eV
free energy less fixed offsets of O -568.88, P -755.39, Si -635.61 eV per atom: -3.291 eV

Forces (eV/angstrom), in the order of the atoms: element, x, y, z
Si	0.0013	-0.0006	-0.0019
Si	-0.0009	0.0004	-0.0018
Si	0.0005	-0.0008	-0.002
Si	-0.0003	0.001	-0.002
Si	-0.0009	0.0003	-0.002
Si	0.0011	-0.0004	-0.0016
Si	0.0002	0.0006	-0.0021
Si	0.0003	-0.0011	-0.002
Si	0.0001	0.0002	0.001
Si	0.0006	-0.0005	0.0005
Si	0.0003	0.0002	0.0007
Si	0.0008	-0.0004	0.0005
Si	0.0004	0.0001	-0.0001
Si	0	-0.0002	0.0008
Si	0.0003	-0.0003	0.0005
Si	0	0	0.0012
Si	-0.0002	0	-0.0003
Si	0.0003	0.0001	-0.0013
Si	0.0001	-0.0004	-0.0019
Si	-0.0002	0.0002	0.0002
Si	-0.0001	-0.0005	-0.0009
Si	-0.0002	0.0005	-0.0002
Si	-0.0004	0.0002	0.0004
Si	0.0005	0	-0.0017
Si	0.0002	0.0001	0.0003
Si	-0.0005	-0.0003	0.0002
Si	0.0001	-0.0001	0.0008
Si	0.0005	-0.0006	0.0001
Si	-0.0004	-0.0002	0.0011
Si	0.0004	-0.0001	0
Si	0	0	0
Si	0.0005	-0.0007	0.0001
Si	0.0008	-0.0005	0.0001
Si	-0.0006	0.0007	0.0004
Si	0.0005	-0.0006	-0.0003
Si	-0.0003	0.0005	0.0002
Si	-0.0003	0.0004	0
Si	0.0005	-0.0003	0
Si	0	0.0003	0.0001
Si	0.0004	-0.0005	-0.0001
Si	0.0001	0.0003	0.0002
Si	0.0004	-0.0002	-0.0002
Si	-0.0002	-0.0001	-0.0001
Si	0.0006	-0.0003	0.0003
Si	0.0003	-0.0006	-0.0003
Si	-0.0002	0.0004	0.0004
Si	0.0003	-0.0004	0.0004
Si	0	0.0004	-0.0001
Si	0.0001	0.0003	-0.0004
Si	0.0001	0	-0.0003
Si	-0.0003	-0.0004	-0.0001
Si	0.0001	0.0001	-0.0002
Si	0.0006	0.0005	-0.0001
Si	-0.0002	-0.0005	-0.0003
Si	0.0002	0.0001	-0.0001
Si	0.0002	-0.0001	-0.0003
Si	-0.0004	-0.0007	0.0001
Si	0.0019	0.0002	-0.0002
Si	-0.0007	-0.0009	-0.0006
Si	0.0001	0.0001	-0.0003
Si	0.0006	0	-0.0007
Si	-0.0005	-0.0002	-0.0002
Si	0.0003	0.001	-0.0003
Si	-0.0008	-0.0002	-0.0005
Si	-0.0021	0	-0.0001
Si	0.0002	-0.0003	-0.0005
Si	0.0005	-0.0007	-0.0002
Si	0.0004	0.0005	-0.0001
Si	-0.0002	-0.0001	0.0003
Si	0.0015	0.0024	-0.0008
Si	0.0001	-0.001	-0.0001
Si	-0.0006	-0.0003	-0.0012
Si	-0.0003	0.0004	0.0049
Si	-0.0001	-0.0004	-0.0001
Si	-0.0009	-0.0012	0.0044
Si	-0.0002	-0.0005	-0.0006
Si	0.0011	0.0004	-0.0004
Si	-0.0011	-0.0022	0.0003
Si	0.0003	0.0003	-0.0009
Si	0.0043	0.0006	0.0036
Si	-0.0027	0.0038	-0.0002
Si	0.0012	-0.0016	-0.0006
Si	0.0033	-0.0018	-0.0014
Si	-0.001	0.0037	0.0001
Si	0.0001	-0.0031	0.0004
Si	-0.0004	0.0012	-0.0001
Si	-0.0048	0.0017	0.0011
Si	0.0012	-0.0007	-0.0001
Si	-0.0003	-0.0001	0.0019
Si	0.0001	-0.0003	0.0003
Si	0.0033	-0.0008	-0.0016
Si	-0.0015	-0.0033	-0.0019
Si	-0.0022	-0.0023	0.0009
Si	0.0006	0.0043	-0.0052
Si	-0.0028	0.0008	-0.0035
Si	0.0006	0.0015	0.003
O	0	-0.0007	-0.0013
O	-0.0003	-0.0004	0.0017
O	-0.0002	-0.0001	0.0011
O	-0.0005	0	0.0009
O	0.0018	-0.001	0.0016
O	0.0012	0.002	0.0004
O	0.0005	0.0005	0.0009
O	0.0001	0.0002	0.0011
O	0.0005	0.0003	-0.0008
O	0.0015	-0.0017	-0.0031
O	0.0016	-0.0023	0.0033
O	0.0003	-0.0005	0.0006
O	-0.0006	0.001	-0.0009
O	-0.0003	0.0003	-0.0026
O	0.0004	-0.0005	-0.0019
O	0.0004	-0.0005	-0.0012
O	0.0011	-0.0009	0.0011
O	0.0009	-0.0008	0.0012
O	0.0009	-0.0009	0.0011
O	-0.0001	0.0004	0.0008
O	-0.0003	0.0003	0.0011
O	0.0007	-0.0008	0.0013
O	-0.0003	0.0003	0.0012
O	-0.0006	0.0005	0.0015
Si	0.0001	0	-0.0013
Si	0.0002	0.0001	0.0017
Si	-0.0052	0.0022	0.0001
Si	-0.0001	0	-0.0014
Si	-0.0008	0.0005	-0.0002
Si	0.0003	0.0001	0.0011
Si	-0.0002	0	0.0021
Si	-0.0002	0	-0.0013
P	-0.0022	-0.002	0.0072
Si	0	-0.0001	0
Si	-0.0002	0	0
Si	0.0001	0	-0.001
Si	-0.0001	0.0003	0.0002
Si	-0.0003	0.0003	-0.0009
Si	0.0001	-0.0001	0.0013
Si	-0.0004	-0.0001	-0.0003
Si	-0.0005	-0.0001	0.0015
Si	-0.0001	0.0001	-0.0009
Si	-0.0015	-0.0002	0.0008
Si	-0.0001	-0.0002	0.0002
Si	-0.0002	-0.0004	0.0008
Si	-0.0006	-0.0011	0.0026
Si	0.0002	-0.0001	-0.0003
Si	0.0003	-0.0007	0.0014
Si	-0.0005	0.0001	0.001
Si	0	0.0002	-0.0001
Si	0.0001	0	-0.0011
Si	-0.0005	-0.0006	0.0006
Si	0.0005	0	0.0009
Si	-0.0001	-0.0001	0.0001
Si	0.0042	-0.0035	0.0001
Si	-0.0004	0.0006	0.0003
Si	-0.0003	0.0011	0.0012
Si	-0.0002	0.0001	0.0018
Si	-0.0002	0.0001	0.0009
Si	0.0001	0.0001	-0.0012
Si	0	0.0004	-0.0002
O	-0.0001	0.0003	-0.0006
O	0.0001	-0.0001	-0.0005
O	-0.0016	-0.0012	0.002
O	0.0005	-0.0009	-0.0006
O	-0.0003	0	-0.0001
O	-0.0004	-0.0001	-0.0007
O	-0.0002	-0.0002	0.0001
O	-0.0002	0.0001	0.0001
O	-0.0001	-0.0001	0.0004
O	-0.0001	0.0002	-0.0003
O	0.0008	0.0001	0
O	-0.0004	0.0002	0.0002
O	0.0011	0.0015	0.0003
O	0	-0.0001	0.0001
O	0	0.0011	-0.0013
O	0.0001	0	0.0005
O	-0.0004	0.0001	-0.0002
O	0.0001	-0.0002	-0.0009
O	0.0001	-0.0004	-0.0009
O	0.0001	-0.0001	0.0001
O	-0.0001	0.0002	-0.002
O	-0.0003	0	0.0001
O	0.0002	0	0.0003
O	0.0003	0	-0.0007
O	0.0001	-0.0001	0.0003
O	-0.0002	0.0001	-0.0013
O	-0.0001	0.0001	0.0007
O	0	0	-0.0002
O	0.0004	-0.0001	-0.0008
O	-0.0001	0.0003	0
O	0.0001	-0.0001	-0.0003
O	-0.0001	0	0
O	0.0003	0.0002	-0.0004
O	0.0026	0.0033	-0.0003
O	-0.0005	-0.0004	-0.0006
O	-0.0002	-0.0001	0.0002
O	-0.0004	0.0004	-0.0003
O	-0.0002	0.0001	-0.0008
O	-0.0004	-0.0004	0
O	-0.0001	0.0004	-0.001
O	0.0003	-0.0011	-0.0021
O	-0.0003	0.0001	-0.0002
O	0.0006	-0.0015	0.0007
O	-0.0002	0.0001	-0.0005
O	0	0	-0.0006
O	-0.0005	0.0015	-0.0009
O	-0.0004	0.0002	-0.0011
O	-0.0006	0.0002	-0.0006
O	-0.0003	-0.0001	-0.0009
O	-0.0002	-0.0001	0.0002
O	0.0001	-0.0001	0.0003
O	-0.0003	-0.0001	-0.0007
O	-0.0001	0.0001	-0.0002
O	0.0012	0.0018	-0.0011
O	-0.0003	0	-0.0009
O	0.0002	0	0.0006
O	-0.0001	0	-0.0007
O	-0.0003	-0.0008	-0.0005
O	0	-0.0002	-0.0001
O	-0.0002	0	-0.001
O	0.0001	-0.0005	0.001
O	-0.0001	-0.0001	-0.0001
O	0.0001	0.0001	0.001
O	0	0.0017	-0.0045
O	0.0006	0.0007	-0.0002
O	-0.0006	-0.0001	-0.0009

The program warned: the cutoff lies below the one the program advises for these potential files; the forces do not sum to zero within the program's tolerance; the exchange-correlation potential is rough where the density is thin.
